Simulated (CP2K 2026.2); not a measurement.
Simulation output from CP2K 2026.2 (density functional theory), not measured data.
Periodic cell of 432 atoms, Si324O108, from a study of silicon, its oxide and their interface. The atomic structure is a simulated model.
Doubt: the forces sum to 2.11 eV/angstrom along one axis rather than to zero, so they err by at least 0.0049 eV/angstrom per atom on average; the grid cutoff is modest.

Settings: functional PBE; method Gaussian and plane waves; basis set DZVP-MOLOPT-SR-GTH; pseudopotentials GTH-PBE; grid cutoff 300 Ry, relative cutoff 40 Ry; k points Gamma only; occupations fixed; spin none; net charge 0.

Cell vectors (angstrom)
a 16.32 0 0
b 0 16.32 0
c -5.2593 -2.417 29.5079

Atoms and the computed forces on them: element, x, y, z (angstrom), force x, y, z (eV/angstrom)
Si 1.535 -1.567 0.127 -0.092 0.254 0.704
Si 4.382 1.14 -0.017 -0.21 0.04 0.682
Si 1.078 4.342 -0.02 0.082 -0.159 0.736
Si 3.964 6.849 0.025 -0.035 0.062 0.689
Si 1.147 -6.316 -0.003 0.203 -0.377 0.784
Si 3.734 -3.719 0.332 0.044 -0.032 0.803
Si 6.467 -1.205 0.046 0.206 -0.055 0.706
Si 9.94 0.821 0.009 -0.328 0.315 0.756
Si 6.992 3.774 0.001 -0.184 0.328 0.736
Si 9.276 7.079 0.111 0.536 -0.442 0.302
Si 7.076 9.263 0.267 -0.467 0.461 0.377
Si -6.604 -4.401 0.035 -0.125 0.183 0.71
Si -4.28 -1.487 0.278 0.315 -0.077 0.676
Si -1.585 1.584 0.052 0.074 -0.188 0.772
Si -3.842 3.75 0.001 -0.074 0.126 0.729
Si -1.011 6.661 -0.054 -0.218 0.054 0.711
Si -4.215 -6.456 -0.062 0.112 -0.211 0.645
Si -1.109 -4.13 0.136 -0.253 0.119 0.737
Si 2.733 0.062 1.311 0.025 -0.003 -0.026
Si 5.432 2.71 1.359 0.022 -0.022 -0.018
Si 2.589 5.515 1.357 0.012 -0.036 -0.022
Si 5.379 8.102 1.396 -0.008 -0.002 -0.034
Si 2.643 -5.367 1.528 -0.022 -0.018 -0.063
Si 5.357 -2.603 1.539 0.017 0.02 -0.045
Si 8.168 -0.1 1.28 -0.027 0.042 -0.054
Si -5.385 2.561 1.313 -0.036 -0.016 -0.082
Si 8.225 5.303 1.286 -0.016 0.063 -0.022
Si -5.294 8.198 1.24 -0.016 0.017 -0.041
Si 8.153 10.94 1.457 0.012 0.002 -0.079
Si -5.566 -2.881 1.539 -0.013 -0.038 -0.03
Si -2.66 -0.112 1.328 -0.017 0.015 -0.045
Si -0.052 2.785 1.358 0.006 0.016 -0.05
Si -2.673 5.451 1.191 0.014 -0.001 -0.05
Si 0.103 8.237 1.275 -0.003 0.03 -0.02
Si -2.734 -5.326 1.354 0.034 -0.008 -0.043
Si 0.052 -2.692 1.53 0.041 0.002 -0.05
Si 1.356 1.413 2.663 -0.014 -0.007 -0.001
Si 4.032 4.114 2.645 0.011 0.028 0.027
Si 1.338 6.886 2.765 -0.018 0.002 0.008
Si 4.052 9.512 2.741 -0.025 -0.027 -0.003
Si 1.33 -4.058 2.919 0.024 0.02 0.048
Si 4.009 -1.244 2.842 -0.024 0.01 0.02
Si 6.861 1.349 2.676 -0.041 -0.038 0.034
Si 9.591 3.98 2.654 0.01 -0.01 0.016
Si 6.821 6.706 2.678 0.023 0.024 -0.022
Si 9.582 9.493 2.706 -0.011 -0.036 0.005
Si 6.764 12.292 2.77 -0.003 0.02 0.012
Si -6.91 -1.435 2.78 0.007 0.026 0.01
Si -4.036 1.253 2.717 0.018 0.007 0.036
Si -1.393 4.138 2.708 -0.027 -0.005 0.033
Si -4.016 6.785 2.607 0.03 0.003 0
Si -1.368 -6.791 2.64 0.003 0.009 0.024
Si -4.074 -4.106 2.834 0.006 0.006 0.041
Si -1.329 -1.332 2.797 -0.035 -0.006 0
Si 0.036 0.051 4.093 0.036 -0.006 -0.014
Si 2.712 2.752 4.044 -0.005 0.02 0.006
Si -0.03 5.484 4.078 -0.009 0.005 0.001
Si 2.725 8.173 4.134 -0.006 0.011 0.006
Si -0.064 -5.47 4.133 0.01 -0.011 -0.028
Si 2.716 -2.673 4.192 0.003 0.005 0.005
Si 5.465 0.066 4.114 0.012 0.004 -0.031
Si 8.194 2.701 4.059 -0.003 -0.024 0.005
Si 5.43 5.409 4.05 -0.013 -0.01 -0.017
Si 8.187 8.108 4.024 0.005 0.01 0.034
Si 5.431 10.871 4.084 0.003 -0.002 -0.004
Si 8.105 -2.738 4.183 -0.009 0.002 0.037
Si -5.46 -0.056 4.069 -0.004 0.012 -0.023
Si -2.723 2.709 4.053 0.015 -0.016 -0.035
Si -5.397 5.419 3.98 -0.024 -0.004 0.01
Si -2.702 8.149 4.025 0.002 0.014 -0.016
Si -5.429 -5.495 4.138 -0.008 0.04 -0.017
Si -2.714 -2.701 4.133 -0.012 -0.013 -0.011
Si 1.319 -1.374 16.308 0.008 0.001 0.009
Si 4.054 1.367 16.297 0.005 0.011 0.008
Si 1.356 4.108 16.345 -0.002 0.014 0.002
Si 4.071 6.786 16.314 0 -0.02 -0.003
Si 1.367 -6.806 16.284 0.004 -0.016 0.018
Si 4.114 -4.051 16.293 -0.015 -0.002 0.005
Si 6.852 -1.304 16.312 0.005 -0.001 -0.012
Si -6.815 1.346 16.368 0.005 -0.002 -0.001
Si 6.834 4.094 16.274 0 0.004 0.009
Si -6.76 6.809 16.329 -0.012 -0.006 0.013
Si 6.777 9.503 16.284 0.003 0.017 -0.007
Si -6.799 -4.067 16.33 0 0.027 0.023
Si -4.106 -1.447 16.334 0.003 -0.013 0.01
Si -1.324 1.346 16.293 -0.014 -0.007 0.013
Si -4.14 4.06 16.297 -0.004 -0.003 -0.021
Si -1.364 6.789 16.342 0.002 0.02 0.012
Si -4.033 9.56 16.327 -0.003 0.004 -0.006
Si -1.399 -4.091 16.386 -0.008 -0.005 -0.004
Si 2.67 -0.004 17.639 0.006 0.011 -0.038
Si 5.439 2.758 17.594 0.002 0.004 -0.045
Si 2.719 5.47 17.727 -0.02 -0.004 -0.003
Si 5.428 8.147 17.651 0.01 0.008 -0.007
Si 2.731 -5.419 17.603 0.01 0.003 -0.047
Si 5.494 -2.66 17.622 -0.007 0.006 -0.034
Si 8.177 -0.001 17.785 -0.016 -0.019 0.002
Si -5.474 2.725 17.716 -0.013 0.031 0
Si 8.212 5.415 17.664 0.01 -0.023 -0.035
Si -5.377 8.204 17.659 -0.002 -0.022 -0.033
Si 8.141 10.858 17.616 -0.011 -0.002 -0.006
Si -5.481 -2.749 17.789 0.017 0.006 -0.021
Si -2.663 -0.094 17.576 0.018 -0.039 -0.021
Si -0.009 2.735 17.681 -0.009 -0.014 -0.027
Si -2.806 5.418 17.635 -0.001 0.019 -0.025
Si 0.046 -8.175 17.675 0.022 -0.004 -0.039
Si -2.75 -5.432 17.804 0.004 0.006 0.009
Si -0.032 -2.714 17.717 0.011 0.01 -0.014
Si 1.375 1.384 19.038 0.023 -0.001 0.032
Si 4.136 4.108 19.01 0.015 -0.011 0.054
Si 1.382 6.82 19.136 -0.015 0.022 0.03
Si 4.057 -6.802 18.964 -0.016 -0.004 0.036
Si 1.37 -4.083 18.994 0.012 -0.011 0.058
Si 4.086 -1.33 18.953 -0.001 0.004 0.029
Si 6.751 1.429 19.004 -0.021 -0.005 0.053
Si -6.81 4.071 19.157 -0.003 0.008 0.06
Si 6.846 6.82 18.961 0.009 -0.024 0.031
Si -6.789 9.538 18.969 0 0.01 0.058
Si 6.84 -4.051 18.954 0.02 -0.003 0.009
Si 9.515 -1.356 19.227 -0.005 -0.03 0.045
Si -4.049 1.253 18.842 -0.019 -0.027 0.029
Si -1.491 4.043 18.981 0 -0.012 0.034
Si -4.078 6.815 19.045 0.01 0.007 0.049
Si -1.295 -6.816 19.048 0.015 -0.007 0.06
Si -4.185 -4.149 19.229 -0.03 0.006 0.042
Si -1.386 -1.38 19.109 -0.018 0 0.064
Si -0.225 0.278 20.343 0.142 -0.248 -0.711
Si 3.016 2.514 20.302 -0.186 0.083 -0.774
Si -0.284 5.563 20.241 0.227 0.001 -0.697
Si 2.509 8.502 20.417 0.072 -0.226 -0.742
Si 0.265 -5.63 20.356 -0.125 0.077 -0.719
Si 3.008 -2.964 20.225 -0.257 0.222 -0.684
Si 5.174 0.27 20.278 0.088 -0.139 -0.744
Si 7.79 2.999 20.401 0.228 -0.074 -0.729
Si 5.689 5.329 20.3 -0.174 0.079 -0.714
Si 8.414 7.974 20.259 -0.213 0.078 -0.747
Si 5.251 -5.214 20.182 0.173 -0.248 -0.718
Si 8.345 -3.024 20.446 -0.057 0.165 -0.711
Si -5.117 -0.145 20.375 -0.248 0.033 -0.699
Si -2.586 2.361 20.248 -0.104 0.289 -0.75
Si -5.688 5.75 20.391 0.125 -0.222 -0.721
Si -2.386 -8.457 20.306 -0.146 0.111 -0.756
Si -5.823 -5.349 20.561 0.298 -0.032 -0.652
Si -3.04 -2.492 20.429 0.212 -0.148 -0.783
Si -7.736 2.247 -1.959 0.079 -0.015 -0.114
Si 7.674 2.349 23.342 -0.191 0.017 -0.049
Si -7.931 7.871 -5.202 0.076 -0.135 -0.02
Si -3.567 2.199 -4.57 -0.02 0.117 -0.034
Si 3.087 -7.252 -2.151 0.115 0.174 0.079
Si -2.718 -2.546 -1.993 -0.008 0.025 0.031
Si -4.899 4.62 23.262 -0.143 0.032 -0.104
Si -2.37 -7.814 -2.295 0.025 0.102 0.052
Si 7.302 -2.022 -4.673 -0.033 0.105 -0.004
Si 7.601 -3.346 -2.063 -0.103 -0.069 0.247
Si -5.389 -6.799 23.439 -0.021 0.061 -0.157
Si 3.546 -2.707 23.035 -0.005 0.091 -0.019
Si 4.536 -3.348 -5.027 -0.008 0.01 0.111
Si 6.75 -6.788 22.442 -0.022 -0.029 -0.066
Si 4.905 -4.778 -2.395 0.05 -0.076 -0.083
Si 2.913 8.026 -4.984 0.022 0.09 -0.028
Si 1.348 4.083 22.458 0.017 0.004 -0.165
Si 5.676 5.522 -2.013 0.064 0.026 -0.002
Si 7.702 7.915 -2.165 0.218 0.004 0.169
Si 0.325 0.231 -2.085 -0.006 -0.009 0.133
Si -2.572 -7.774 23.265 -0.063 0.017 -0.029
Si 2.877 3.259 -5.187 0.012 -0.082 0.077
Si -2.493 -2.882 -4.881 -0.096 0.012 -0.064
Si 4.56 7.343 22.527 0.065 0.059 -0.313
Si -1.34 -7.076 -4.94 0.037 0.16 0.054
Si -4.555 1.853 22.547 0.045 -0.039 -0.202
Si 2.533 2.45 -2.139 -0.054 0.021 0.156
Si -1.92 -0.269 -3.712 -0.088 -0.125 -0.075
Si -1.191 -3.759 22.54 -0.038 -0.014 -0.138
Si 6.325 -1.688 22.463 0.029 0.032 -0.187
Si 4.756 5.66 -4.978 -0.047 0.093 0.068
Si -5.733 5.941 -5.033 -0.017 -0.131 -0.116
Si -5.37 3.973 -2.706 0.032 -0.101 0.039
Si 7.206 0.941 -4.395 0.108 -0.105 0.053
Si -3.409 7.438 -4.837 0.057 0.029 -0.052
Si -0.19 -0.916 23.12 -0.099 -0.001 -0.042
Si 1.345 -1.316 5.501 0.001 0.003 0.01
Si 4.08 1.416 5.444 0.006 -0.017 -0.003
Si 1.352 4.106 5.414 -0.015 -0.002 -0.001
Si 4.096 6.781 5.438 0.011 0.019 0.001
Si 1.342 9.52 5.475 -0.012 0.001 0.015
Si 4.095 12.241 5.474 -0.012 0.013 0.003
Si 6.765 -1.341 5.493 0.001 0.005 0.019
Si 9.533 1.341 5.431 -0.004 -0.01 0.013
Si 6.801 4.056 5.41 0.017 -0.001 -0.007
Si -6.773 6.757 5.383 -0.001 0.022 0.003
Si 6.823 9.49 5.399 0.032 -0.028 -0.009
Si -6.799 12.213 5.471 -0.003 -0.007 0.006
Si -4.097 -1.365 5.469 -0.002 0.015 0.015
Si -1.347 1.391 5.438 -0.017 -0.001 0.002
Si -4.079 4.074 5.404 -0.006 -0.006 0
Si -1.377 6.817 5.446 0.009 0.003 0.015
Si -4.058 -6.849 5.451 0.02 -0.019 0.002
Si -1.384 -4.086 5.489 -0.004 -0.003 0.009
Si 2.733 0.038 6.82 -0.003 -0.006 0.003
Si 5.449 2.737 6.813 -0.015 0.008 0.003
Si 2.718 5.441 6.795 0.006 -0.009 -0.005
Si 5.457 8.153 6.782 0.002 0.003 0.013
Si 2.713 10.887 6.818 0.002 0.004 -0.007
Si 5.433 -2.72 6.845 -0.001 -0.001 0.002
Si 8.168 0.004 6.814 -0.013 0.009 0.002
Si -5.437 2.722 6.782 0 -0.003 -0.008
Si -8.149 5.423 6.761 0.002 0.007 0.008
Si -5.434 8.113 6.784 -0.002 -0.023 0.01
Si -8.166 10.848 6.801 -0.012 -0.001 0.011
Si -5.446 -2.735 6.825 0.006 -0.005 0
Si -2.717 0.016 6.793 -0.004 0.001 -0.001
Si 0.007 2.744 6.799 0.014 0.002 -0.005
Si -2.73 5.431 6.787 -0.003 0.01 -0.006
Si -0.009 8.153 6.823 -0.009 0.008 0.008
Si -2.734 -5.464 6.827 -0.003 0.015 -0.001
Si -0.012 -2.711 6.829 0.001 0.001 -0.007
Si 1.357 1.381 8.171 0.013 0.008 -0.003
Si 4.079 4.09 8.163 0.006 0.013 -0.004
Si 1.361 6.794 8.166 -0.001 0.004 -0.006
Si 4.09 9.513 8.152 -0.008 -0.005 -0.013
Si 1.36 -4.07 8.178 0 0.006 -0.001
Si 4.07 -1.348 8.182 -0.001 -0.002 0.001
Si 6.804 1.364 8.166 0.005 -0.013 -0.004
Si -6.8 4.075 8.147 -0.017 -0.015 -0.006
Si 6.818 6.791 8.138 0.003 0.005 -0.003
Si -6.792 9.49 8.146 0.002 0.003 0
Si 6.805 -4.097 8.169 0.005 0.018 -0.006
Si -6.803 -1.365 8.173 -0.005 0.004 -0.009
Si -4.077 1.371 8.154 0.004 0.012 -0.001
Si -1.362 4.088 8.159 0.003 0.002 0
Si -4.084 6.774 8.164 0.004 0 0
Si -1.362 -6.806 8.182 0.003 -0.005 -0.005
Si -4.088 -4.096 8.178 -0.009 -0.01 0
Si -1.374 -1.349 8.172 -0.008 -0.017 -0.004
Si -0.004 0.008 9.527 0.002 0.001 -0.006
Si 2.72 2.732 9.528 0.006 -0.006 -0.001
Si -0.002 5.441 9.525 0.004 0.002 -0.002
Si 2.726 8.16 9.516 -0.002 -0.001 -0.001
Si 0 -5.439 9.529 -0.003 -0.003 -0.004
Si 2.713 -2.71 9.541 -0.002 0.004 0.001
Si 5.447 0.004 9.527 0.006 -0.001 -0.005
Si -8.155 2.723 9.519 -0.01 0.002 0.001
Si 5.445 5.45 9.508 -0.006 -0.001 0.002
Si -8.152 8.145 9.516 0.007 -0.003 0.002
Si 5.437 -5.445 9.528 0.003 0.002 -0.004
Si -8.16 -2.731 9.527 0.006 -0.011 0.009
Si -5.436 0.004 9.515 -0.001 -0.003 -0.002
Si -2.719 2.723 9.522 0.001 -0.002 -0.005
Si -5.444 5.424 9.526 -0.002 0.01 0.001
Si -2.727 8.142 9.523 -0.002 -0.001 -0.005
Si -5.449 -5.459 9.521 -0.002 0.007 0.004
Si -2.725 -2.723 9.526 -0.003 0.006 -0.006
Si 1.351 -1.351 10.897 0.003 -0.008 0.01
Si 4.084 1.366 10.877 0 -0.008 -0.002
Si 1.355 4.083 10.887 -0.001 -0.001 0.004
Si 4.086 6.803 10.877 0.009 0.004 -0.004
Si 1.364 9.518 10.878 0.001 0.003 -0.002
Si 4.076 -4.08 10.89 -0.002 0.009 0.002
Si 6.801 -1.365 10.883 -0.007 0.001 -0.002
Si -6.796 1.361 10.878 -0.004 -0.001 0
Si -9.522 4.085 10.869 -0.005 0.006 -0.004
Si -6.797 6.791 10.888 -0.002 -0.003 0.011
Si -9.509 9.518 10.875 -0.001 -0.002 -0.001
Si -6.798 -4.089 10.884 0.002 -0.002 0.005
Si -4.084 -1.36 10.878 0 -0.003 0
Si -1.368 1.359 10.89 -0.005 0.009 0
Si -4.078 4.073 10.891 0.003 -0.008 0.004
Si -1.361 6.796 10.888 0.006 0.005 0.002
Si -4.086 9.504 10.877 0.004 -0.002 -0.005
Si -1.361 -4.081 10.884 0.006 0.002 0.001
Si 2.73 0.009 12.24 0.012 0.016 0.004
Si 5.44 2.729 12.232 -0.002 -0.004 -0.006
Si 2.721 5.444 12.237 -0.001 0 0.005
Si 5.449 8.164 12.231 -0.001 0.005 0.004
Si 2.707 10.882 12.247 -0.006 -0.01 0.002
Si 5.44 -2.719 12.246 -0.001 -0.007 0.006
Si 8.164 -0.002 12.234 0.006 -0.002 0.005
Si -5.433 2.706 12.25 -0.002 0.002 0.007
Si -8.165 5.43 12.237 -0.013 -0.007 0.002
Si -5.439 8.157 12.251 0.005 -0.003 0.006
Si -8.151 10.875 12.248 -0.001 0.016 0.006
Si -5.438 -2.72 12.237 0.008 0.003 0.001
Si -2.731 -0.01 12.248 0.001 -0.009 -0.003
Si -0.01 2.724 12.245 0.004 -0.013 0.004
Si -2.719 5.439 12.25 0.009 0.009 0.001
Si 0.004 8.161 12.239 0.001 0.006 -0.001
Si -2.722 -5.455 12.226 -0.01 0 -0.003
Si -0.009 -2.722 12.25 -0.011 0.004 0.013
Si 1.366 1.37 13.59 -0.005 -0.002 0.001
Si 4.08 4.085 13.596 0 0.002 0.003
Si 1.356 6.796 13.598 0.004 0.005 -0.002
Si 4.082 9.521 13.584 0.009 0.002 0
Si 1.342 -4.083 13.618 0.001 0.001 0.001
Si 4.083 -1.353 13.607 -0.009 -0.001 -0.003
Si 6.799 1.365 13.582 -0.003 0 0
Si -6.804 4.068 13.592 -0.004 -0.003 -0.003
Si 6.805 6.803 13.591 0.002 -0.004 -0.001
Si -6.791 9.52 13.62 -0.002 0.005 0.001
Si 6.814 -4.07 13.6 -0.005 -0.001 -0.005
Si 9.53 -1.351 13.599 0 -0.007 0.002
Si -4.088 1.338 13.624 0.001 -0.004 -0.001
Si -1.37 4.075 13.617 -0.001 -0.001 -0.002
Si -4.069 6.808 13.611 0.001 0.001 0.002
Si -1.357 9.522 13.595 0.003 -0.002 0.006
Si -4.08 -4.098 13.579 0.008 0.003 -0.004
Si -1.381 -1.376 13.61 0 -0.002 0.003
Si 0.006 -0.006 14.925 -0.003 -0.002 -0.017
Si 2.704 2.743 14.961 -0.012 -0.01 -0.003
Si -0.007 5.444 14.969 0.002 -0.001 -0.007
Si 2.729 8.154 14.941 0.001 0.004 -0.003
Si -0.031 -5.438 14.987 -0.004 0.016 -0.009
Si 2.713 -2.714 14.96 0.006 0.006 -0.011
Si 5.448 0.021 14.957 -0.002 0.003 -0.005
Si 8.17 2.693 14.954 0.013 0.011 -0.006
Si 5.445 5.447 14.946 -0.004 0.001 -0.008
Si 8.169 8.145 14.965 -0.007 -0.016 -0.001
Si 5.443 10.886 14.934 -0.005 0.012 -0.006
Si 8.178 -2.703 14.96 -0.008 -0.004 -0.011
Si -5.444 -0.02 15.005 -0.005 -0.007 0.001
Si -2.731 2.704 14.975 0.01 0.001 -0.002
Si -5.45 5.442 14.936 -0.003 0.001 -0.018
Si -2.699 8.171 14.973 0.005 -0.01 -0.009
Si -5.427 -5.424 14.973 0.006 -0.001 -0.004
Si -2.737 -2.766 14.964 0.004 0.006 -0.005
O -6.907 3.529 -2.468 -0.23 0.594 -0.406
O -7.265 7.238 -1.523 0.375 -0.224 -0.451
O 0.789 -1.062 -1.234 -0.257 -0.359 -0.274
O -5.24 -0.3 -0.236 0.076 0.057 -0.326
O -5.404 3.077 23.19 -0.475 -0.049 0.243
O -1.47 7.577 -1.327 0.093 -0.022 -0.177
O -1.539 -3.324 -1.215 0.453 -0.132 -0.221
O 4.067 1.36 20.81 0.091 0.085 0.65
O 4.439 -4.443 -0.913 -0.059 -0.51 -0.091
O 5.446 -0.026 -0.496 -0.053 -0.118 -0.273
O 6.47 6.907 -1.966 -0.231 0.152 0.18
O 7.572 -2.435 21.757 -0.111 0.227 0.412
O 0.021 5.483 -0.579 -0.178 0.017 -0.134
O 5.11 6.138 21.588 0.237 -0.309 0.109
O -5.454 -5.456 -0.497 0.01 -0.158 -0.241
O 0.194 4.658 21.501 -0.407 -0.032 0.079
O -1.36 1.392 20.717 0.214 -0.009 0.588
O 2.652 -2.675 -0.318 0.099 -0.097 -0.366
O 4.492 5.626 -0.924 0.019 -0.691 0.076
O 7.864 -7.556 21.568 -0.032 -0.214 0.38
O 2.452 3.28 21.614 0.186 0.142 0.334
O -3.456 2.612 21.606 -0.121 0.23 0.152
O -2.415 -0.987 -2.332 0.111 0.305 0.602
O 3.262 -1.568 24.159 0.4 0.456 0.04
O -5.02 5.273 21.79 0.184 0.12 0.019
O -0.418 -4.837 21.606 0.13 -0.137 0.055
O -2.514 -3.218 21.797 -0.328 -0.318 0.158
O 4.046 6.703 23.901 0.259 0.333 0.496
O 3.08 -4.142 23.63 0.117 -0.456 -0.26
O 6.592 4.316 -1.492 0.332 -0.459 -0.31
O 3.316 8.039 21.752 -0.237 -0.164 0.38
O 5.873 -0.42 21.57 -0.098 0.389 0.381
O -1.491 -6.868 -3.315 0.25 0.093 0.112
O 4.063 -4.169 20.562 -0.202 0.062 0.275
O 6.686 -1.149 23.918 -0.08 -0.167 0.171
O -0.971 -3.371 -5.137 0.194 0.063 0.048
O 7.521 -5.97 23.602 -0.231 0.023 0.127
O -2.928 -7.805 21.69 -0.502 0.281 0.05
O 7.521 1.736 -3.038 -0.35 -0.094 -0.012
O -7.405 -3.865 -1.282 0.342 -0.196 -0.454
O 1.949 5.374 23.216 -0.378 0.33 0.093
O -0.785 1.062 -1.256 -0.041 0.183 -0.336
O 7.939 2.529 -0.492 0.151 -0.424 0.405
O 5.939 -5.712 21.565 0.066 0.161 0.335
O 6.056 1.777 -5.15 0.115 0.565 0.089
O -6.703 1.076 -1.581 0.237 -0.442 -0.397
O -6.075 8.063 23.688 -0.032 -0.249 -0.154
O -6.921 -4.182 20.976 0.023 0.14 0.38
O 6.032 2.501 23.414 -0.292 -0.115 -0.294
O -4.615 4.327 -1.32 -0.01 0.517 -0.067
O 4.332 -6.295 -2.63 0.32 -0.228 -0.313
O -4.07 -1.303 20.899 -0.071 0.016 0.467
O -8.147 2.263 21.808 0.352 -0.216 0.147
O -5.459 -6.22 21.911 0.248 -0.373 0.185
O -2.369 7.048 23.81 0.262 -0.111 -0.179
O -0.091 -5.31 -0.34 -0.269 -0.197 -0.59
O 6.755 4.203 20.838 0.011 -0.122 0.392
O -3.973 -2.489 -0.988 -0.427 -0.234 -0.197
O 6.923 -2.133 -1.217 -0.051 -0.114 -0.132
O -2.988 -3.307 -3.391 -0.36 -0.578 -0.051
O -6.83 6.859 20.788 -0.038 -0.029 0.335
O 6.514 -4.525 -2.379 0.035 -0.26 -0.48
O 1.857 -6.453 -1.472 -0.092 0.275 -0.433
O -8.025 3.665 24.058 0.779 -0.157 0.241
O -2.41 -1.248 -4.921 -0.012 0.341 -0.298
O 2.661 -2.364 21.712 -0.425 0.393 0.149
O -0.229 -2.504 22.828 0.315 -0.082 0.005
O 0.369 -0.203 21.782 0.6 -0.078 0.052
O 5.158 5.22 -3.485 -0.053 -0.558 -0.146
O 0.751 3.055 23.541 0.281 -0.489 -0.013
O -1.323 6.707 20.783 -0.096 0.128 0.22
O 1.376 -6.721 20.894 -0.118 0.113 0.489
O 1.591 1.169 -2.329 0.115 -0.005 0.061
O 3.794 3.954 24.258 -0.313 -0.388 -0.092
O -2.719 2.648 -0.484 -0.1 0.198 -0.137
O -1.564 -4.479 23.947 -0.393 0.05 0.551
O 3.85 1.936 -1.345 0.366 0.099 -0.385
O -4.565 2.795 -3.455 0.013 -0.227 0.286
O -0.308 -0.184 -3.519 0.564 0.075 -0.403
O -8.159 1.019 24.127 0.521 -0.031 0.139
O -1.652 -0.36 23.519 -0.334 -0.557 -0.209
O 1.788 3.62 -1.301 -0.173 0.392 -0.165
O 5.688 -7.898 22.937 0.054 0.121 0.661
O 4.321 7.224 -5.026 0.444 0.23 0.006
O -3.372 4.638 23.762 0.301 -0.363 -0.02
O -3.878 0.987 23.732 -0.24 -0.478 0.153
O -3.404 -6.934 -1.405 0.206 -0.043 -0.084
O -1.655 2.249 24.041 -0.196 0.275 -0.123
O 2.533 -8.052 -3.433 -0.654 -0.378 0.263
O 7.246 -7.054 -1.374 -0.441 0.534 -0.531
O 8.093 -2.759 -3.479 0.487 -0.117 -0.195
O 7.886 -8.119 -3.718 0.06 0.25 0.04
O 6.728 -0.592 -4.129 -0.491 0.122 0.077
O -5.46 5.317 -3.576 0.148 0.266 0.236
O -2.47 1.234 -3.884 -0.002 0.066 0.409
O 6.106 -2.984 -5.184 0.107 -0.423 -0.125
O -8.063 6.372 24.015 -0.467 0.33 -0.608
O -8.142 8.135 0.691 -0.002 -0.118 0.571
O -5.459 0.832 21.656 -0.662 0.239 0.333
O 2.906 2.989 -3.601 0.229 0.495 0.04
O 5.109 -2.726 22.659 0.151 -0.596 0.182
O -1.178 -7.012 23.554 0.327 -0.162 -0.384
O -3.182 7.478 -3.239 -0.19 -0.363 0.219
O -0.415 7.937 -5.158 -0.14 -0.083 0.31
O 4.252 -3.768 -3.488 -0.409 0.023 -0.033
O -3.84 -6.971 23.905 0.159 0.368 0.37
O 3.497 8.009 -1.012 0.085 -0.016 0.02
O -4.978 7.369 -5.129 -0.281 0.658 -0.256

Results
total energy: -82019.741 eV
total energy less fixed offsets of O -438.25, Si -107.07 eV per atom: 1.939 eV
